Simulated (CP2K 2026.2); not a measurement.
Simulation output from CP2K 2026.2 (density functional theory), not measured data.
Periodic cell of 504 atoms, Si360O144, from a study of silicon, its oxide and their interface. The atomic structure is a simulated model.
Doubt: the forces sum to 1.82 eV/angstrom along one axis rather than to zero, so they err by at least 0.0036 eV/angstrom per atom on average; the grid cutoff is modest.

Settings
functional: PBE
method: Gaussian and plane waves
basis set: DZVP-MOLOPT-SR-GTH
pseudopotentials: GTH-PBE
grid cutoff: 350 Ry, relative cutoff 50 Ry
k points: Gamma only
occupations: fixed
spin: none
net charge: 0

Cell vectors (angstrom)
a	16.32	0	0
b	0	16.32	0
c	6.4375	-2.5845	33.8516

Atoms and the computed forces on them: element, x, y, z (angstrom), force x, y, z (eV/angstrom)
Si	1.12	15.241	0.184	0.192	-0.051	0.839
Si	10.512	-0.851	33.762	0.199	-0.447	0.666
Si	1.729	3.826	0.121	-0.295	0.215	0.785
Si	3.83	7.141	0.06	0.199	-0.2	0.752
Si	1.482	9.208	0.291	-0.034	0.249	0.782
Si	4.151	12.016	0.071	-0.108	0.233	0.775
Si	13.633	11.722	33.608	-0.162	0.339	0.711
Si	15.821	-1.02	33.674	0.116	-0.31	0.663
Si	13.478	1.159	33.792	-0.119	0.289	0.698
Si	16.225	3.987	33.818	-0.219	0.151	0.763
Si	6.527	9.971	0.046	0.123	-0.263	0.777
Si	9.5	12.246	0.377	-0.011	0.019	0.558
Si	12.534	14.581	0.267	-0.053	0.171	0.749
Si	15.167	1.011	0.204	-0.015	0.235	0.727
Si	11.938	4.293	0.127	0.232	-0.088	0.747
Si	21.329	4.44	33.793	-0.043	-0.166	0.73
Si	18.143	7.474	33.73	0.277	-0.213	0.749
Si	14.847	12.537	0.308	-0.028	-0.216	0.697
Si	2.859	0.082	1.229	-0.02	0.013	-0.071
Si	5.543	2.719	1.42	0.023	0.001	-0.022
Si	2.8	5.464	1.381	-0.007	0.01	-0.033
Si	5.467	8.252	1.302	-0.022	0.012	-0.085
Si	2.649	10.879	1.435	-0.001	-0.016	-0.044
Si	5.488	13.541	1.27	0.01	0.019	-0.076
Si	8.199	16.178	1.024	-0.011	-0.003	-0.051
Si	10.81	2.678	1.358	-0.003	0.02	-0.038
Si	8.13	5.438	1.194	0.025	0	-0.071
Si	10.852	8.26	1.222	0.008	0.009	-0.028
Si	8.065	10.891	1.558	-0.029	-0.009	-0.062
Si	10.937	13.565	1.612	0.017	0.019	-0.049
Si	13.603	-0.075	1.523	0.004	-0.008	-0.068
Si	16.37	2.696	1.344	-0.034	0.043	-0.052
Si	13.611	5.504	1.257	0.028	-0.006	-0.045
Si	16.233	8.097	1.549	0.003	0.002	-0.056
Si	13.498	10.903	1.313	0.003	-0.069	-0.056
Si	16.347	13.715	1.602	0.01	0.036	-0.062
Si	1.457	1.376	2.701	0.025	-0.032	0.027
Si	4.167	4.114	2.743	-0.017	-0.014	0.007
Si	1.345	6.71	2.784	0.013	-0.015	0.023
Si	4.08	9.536	2.748	0.009	0.013	0.043
Si	1.366	12.256	2.812	-0.004	-0.006	0.027
Si	4.145	14.972	2.599	-0.023	-0.018	0.028
Si	6.874	1.203	2.589	0.033	-0.025	0.035
Si	9.442	4.074	2.666	0.007	0.019	0.034
Si	6.804	6.806	2.61	0	0.01	-0.004
Si	9.482	9.456	2.737	0.023	-0.011	0.008
Si	6.728	12.281	2.835	-0.009	0.004	0.029
Si	9.502	15.032	2.688	-0.057	0.021	0.013
Si	12.21	1.371	2.725	0.018	-0.002	0.01
Si	14.966	4.101	2.635	0.008	0.017	0.012
Si	12.252	6.894	2.622	-0.039	-0.012	0.023
Si	14.862	9.557	2.738	0.003	0.032	0.027
Si	12.27	12.167	2.88	0.038	-0.014	0.034
Si	14.955	14.985	2.951	-0.006	0	0.06
Si	16.397	0.062	4.135	-0.009	-0.01	-0.02
Si	2.771	2.743	4.075	-0.012	0.021	-0.007
Si	16.3	5.375	4.107	0.002	-0.024	0.016
Si	2.714	8.142	4.079	0.003	0.013	-0.025
Si	16.276	10.89	4.101	-0.04	-0.008	0.002
Si	2.785	13.636	4.056	0.014	0.006	-0.012
Si	5.477	-0.035	4.027	0.022	0.024	0.002
Si	8.142	2.659	4.012	-0.03	0.001	-0.023
Si	5.493	5.482	4.069	0.008	0	0.025
Si	8.141	8.101	4.07	-0.031	0.011	0.016
Si	5.4	10.882	4.153	0.006	-0.015	0.004
Si	8.158	13.656	4.087	-0.011	-0.013	-0.006
Si	10.851	0.031	4.093	-0.002	-0.009	0.001
Si	13.605	2.752	4.026	0.016	0.006	0.012
Si	10.864	5.474	3.971	0.004	0.003	-0.033
Si	13.559	8.17	4.103	0.013	-0.02	-0.012
Si	10.842	10.813	4.133	0.018	-0.003	-0.015
Si	13.601	13.565	4.218	-0.011	0.007	0.024
Si	17.658	14.941	16.381	-0.007	-0.008	0.009
Si	4.061	1.339	16.364	-0.004	-0.004	0.001
Si	17.685	4.036	16.391	-0.018	0.008	0.011
Si	4.033	6.764	16.282	-0.006	-0.016	0
Si	17.64	9.507	16.312	-0.004	-0.003	-0.01
Si	4.058	12.261	16.346	0.013	-0.013	0
Si	6.802	14.989	16.398	0.014	-0.001	0.009
Si	9.544	1.319	16.32	-0.009	0.003	-0.008
Si	6.786	4.081	16.261	0.003	-0.009	-0.011
Si	9.521	6.79	16.22	-0.016	0.015	-0.036
Si	6.794	9.563	16.204	0.006	-0.018	-0.026
Si	9.528	12.307	16.297	0.012	0.011	-0.004
Si	12.255	14.975	16.37	0.017	0.007	0.009
Si	14.951	1.345	16.396	-0.017	0.008	-0.005
Si	12.257	4.027	16.296	-0.024	0.006	-0.019
Si	15.004	6.805	16.287	0.003	0.011	-0.007
Si	12.269	9.552	16.267	0.003	0.01	-0.008
Si	14.973	12.249	16.337	0.021	-0.013	-0.01
Si	19.021	-0.033	17.748	0.008	0.008	-0.011
Si	5.416	2.769	17.648	0.005	0.021	-0.019
Si	19.047	5.411	17.742	0.046	0.01	0.007
Si	5.454	8.161	17.493	0.024	0.028	-0.017
Si	18.979	10.882	17.652	-0.026	-0.018	0.017
Si	5.408	13.622	17.741	-0.022	-0.007	-0.006
Si	8.21	0.021	17.761	-0.006	0.005	0.032
Si	10.943	2.624	17.675	0.034	-0.006	-0.009
Si	8.204	5.404	17.576	-0.023	0.001	0.033
Si	10.843	8.204	17.53	0.004	-0.005	0.008
Si	8.082	10.981	17.564	-0.026	-0.006	-0.011
Si	10.902	13.608	17.718	-0.02	-0.014	0.023
Si	13.587	0.006	17.792	-0.001	-0.003	0.002
Si	16.309	2.684	17.784	0.011	0.014	0.026
Si	13.638	5.42	17.574	0.013	-0.014	0.008
Si	16.309	8.157	17.722	-0.007	-0.005	0.003
Si	13.649	10.856	17.677	-0.019	-0.011	-0.007
Si	16.295	13.584	17.765	0.006	-0.001	0.021
Si	17.672	1.279	19.159	-0.02	0.01	-0.003
Si	4.116	4.067	19.129	-0.011	0.007	-0.028
Si	17.656	6.774	19.073	0.001	-0.012	-0.007
Si	4.108	9.492	18.842	0.001	0.001	-0.046
Si	17.626	12.173	19.119	0.006	-0.025	-0.019
Si	4.035	-1.383	19.15	-0.022	0.003	-0.001
Si	6.831	1.515	18.996	0.036	-0.022	-0.036
Si	9.598	4.035	18.92	-0.003	0.009	-0.026
Si	6.8	6.8	18.816	0.002	0.012	-0.047
Si	9.435	9.598	18.807	0.001	0.005	-0.022
Si	6.79	12.269	19.073	0.025	0	-0.001
Si	9.585	-1.367	19.15	0.005	0.021	-0.031
Si	12.224	1.329	19.219	-0.019	0	0.006
Si	14.895	4.096	19.066	-0.018	0.008	-0.022
Si	12.272	6.855	18.788	-0.017	0.003	-0.057
Si	14.962	9.519	19.123	0	0.019	-0.013
Si	12.274	12.183	19.02	0.01	0.01	-0.012
Si	14.923	-1.38	19.154	0.003	-0.002	-0.004
Si	16.313	-0.102	20.588	0.01	-0.017	0.006
Si	19.021	2.7	20.493	0.018	0.028	0.042
Si	16.212	5.486	20.447	-0.001	0.026	0.059
Si	19.179	8.118	20.24	0.013	-0.023	0.024
Si	16.3	10.813	20.598	0.03	-0.016	0.037
Si	18.982	13.497	20.528	0.012	0.01	0.026
Si	5.476	0.12	20.283	0.007	0.013	0.023
Si	8.239	2.841	20.401	-0.028	-0.021	0.03
Si	5.604	5.489	20.331	0.01	-0.031	0.055
Si	8.103	8.227	20.107	-0.039	0.025	0.007
Si	5.36	10.843	20.278	-0.017	-0.007	0.048
Si	8.179	13.584	20.481	0.003	0.012	0.037
Si	10.918	-0.061	20.673	-0.001	-0.022	0.054
Si	13.553	2.78	20.538	0.018	0.018	0.067
Si	11	5.47	20.104	0.018	-0.011	0.042
Si	13.452	8.163	20.303	0	0.022	0.064
Si	10.799	10.822	20.223	0.001	0.022	0.057
Si	13.563	13.517	20.476	0.005	-0.03	0.064
Si	17.341	14.493	21.922	0.106	0.227	-0.773
Si	4.222	1.424	21.772	-0.154	-0.026	-0.66
Si	17.332	3.844	21.694	0.136	0.119	-0.761
Si	4.388	6.978	21.641	-0.114	-0.152	-0.668
Si	18.086	9.607	21.617	-0.178	0.111	-0.614
Si	20.195	11.883	21.777	0.03	0.187	-0.68
Si	7.035	-0.999	21.585	0.047	-0.146	-0.711
Si	9.239	1.209	21.773	0.274	0.06	-0.708
Si	7.457	4.736	21.625	-0.106	-0.186	-0.797
Si	9.628	6.922	21.226	-0.021	0.027	-0.471
Si	6.496	9.231	21.48	0.155	0.02	-0.77
Si	9.754	12.292	21.696	-0.235	-0.003	-0.696
Si	12.022	14.509	21.969	0.085	0.317	-0.703
Si	15.158	1.561	21.788	-0.23	-0.111	-0.701
Si	12.383	4.504	21.73	-0.012	-0.271	-0.675
Si	14.576	6.708	21.701	0.183	-0.025	-0.654
Si	11.746	9.173	21.581	0.114	0.042	-0.68
Si	15.006	12.349	21.928	-0.074	-0.241	-0.677
Si	21.311	7.809	26.575	-0.119	-0.051	0.164
Si	5.408	13.75	23.814	-0.051	-0.089	0.02
Si	11.639	2.118	29.143	0.102	-0.098	0.029
Si	5.594	12.848	27.373	-0.129	-0.081	-0.011
Si	14.202	7.565	30.986	-0.075	-0.014	0.086
Si	18.174	11.869	31.236	-0.073	-0.005	0.063
Si	9.847	8.248	25.382	-0.113	-0.016	-0.04
Si	19.34	-0.622	23.976	0.174	-0.091	-0.033
Si	19.989	6.403	31.682	-0.02	-0.117	0.097
Si	17.097	7.489	28.071	-0.087	0.085	0.017
Si	12.714	8.979	26.087	0.002	0.045	-0.058
Si	11.722	4.433	31.152	0.03	0.048	0.099
Si	7.152	9.884	29.976	-0.025	0.114	0.114
Si	13.609	-1.842	29.884	0.044	0.063	0.017
Si	17.456	5.135	24.514	-0.085	-0.019	-0.138
Si	16.478	8.002	23.71	-0.033	-0.05	-0.093
Si	14.789	2.558	28.805	-0.173	0.018	-0.023
Si	20.574	3.145	27.527	0.016	-0.056	-0.006
Si	14.788	4.682	31.1	-0.073	0.03	0.033
Si	13.583	1.4	24.394	0.116	0.028	0.011
Si	7.871	8.329	27.455	0.087	-0.118	0.097
Si	19.093	0.875	26.624	0.005	0.03	-0.085
Si	6.265	2.352	32.104	-0.027	0.07	-0.029
Si	6.87	2.081	26.23	-0.011	0.035	0.094
Si	19.982	10.624	26.751	0.039	0.151	0.041
Si	10.918	2.794	23.827	-0.054	0.069	-0.045
Si	6.21	8.125	32.05	-0.055	-0.012	0.186
Si	9.842	3.11	26.811	-0.064	0.037	-0.099
Si	16.489	-1.984	30.715	-0.063	0.157	0.195
Si	20.735	11.336	29.553	-0.041	-0.046	-0.132
Si	9.21	11.221	31.776	0.04	-0.086	0.113
Si	14.241	6.391	27.125	-0.047	0.015	0.036
Si	17.161	9.757	26.088	0.127	0.022	-0.067
Si	19.774	6.026	28.584	0.149	0.096	0.092
Si	14.895	-1.979	27.176	-0.07	-0.06	-0.095
Si	12.916	10.987	23.976	0.016	0.112	-0.133
Si	12.933	-1.418	25.035	-0.053	0.003	-0.191
Si	20.289	5.679	24.498	0.052	0.037	-0.257
Si	5.578	-0.323	27.347	0.038	0.01	0.076
Si	12.086	0.218	31.378	-0.124	0.006	0.209
Si	12.151	6.649	29.198	-0.045	-0.024	0.028
Si	15.302	11.537	27.903	0.064	-0.018	0.041
Si	15.062	3.795	25.945	-0.063	-0.067	-0.073
Si	9.722	6.225	27.351	0.022	-0.086	-0.061
Si	12.224	11.14	28.05	-0.086	0.037	0.056
Si	10.941	12.805	25.787	0.027	-0.098	-0.127
Si	16.279	9.675	30.205	-0.001	-0.003	-0.048
Si	7.767	12.406	25.618	0.05	0.153	-0.071
Si	21.397	1.279	29.682	0.06	-0.008	0.018
Si	11.936	12.152	30.871	0.116	-0.122	0.171
Si	16.618	0.097	28.384	0.063	-0.085	-0.047
Si	20.347	0.379	32.21	-0.011	-0.028	0.031
Si	8.378	10.246	23.707	0.165	0.035	-0.102
Si	5.84	3.376	23.706	-0.113	0.005	-0.029
Si	1.412	14.97	5.446	0.012	-0.012	0.01
Si	4.126	1.352	5.399	-0.001	-0.019	0.014
Si	1.373	4.051	5.452	-0.004	0.005	0.019
Si	4.097	6.806	5.435	-0.014	-0.021	0.013
Si	1.34	9.509	5.428	0.011	0.021	0
Si	4.068	12.266	5.481	-0.003	-0.003	0.007
Si	6.799	14.972	5.461	-0.006	0.002	0.003
Si	9.512	1.39	5.446	-0.01	0	0.01
Si	6.813	4.052	5.397	0.003	-0.009	0.009
Si	9.52	6.767	5.42	0.014	0	0.002
Si	6.8	9.498	5.436	-0.001	-0.006	0.009
Si	9.502	12.247	5.433	-0.002	0.01	0.014
Si	12.201	14.97	5.463	0.007	-0.01	0.013
Si	14.973	1.41	5.428	-0.001	0.025	0.011
Si	12.229	4.118	5.37	-0.008	-0.005	-0.004
Si	14.947	6.791	5.426	0.008	0.011	0.004
Si	12.212	9.489	5.496	-0.012	0.005	0.009
Si	14.976	12.223	5.53	-0.007	-0.009	0.02
Si	2.763	0.01	6.794	0.002	0.008	0
Si	5.451	2.72	6.781	-0.008	0.016	0.006
Si	2.731	5.438	6.787	-0.005	-0.008	0.01
Si	5.442	8.157	6.811	0.003	0.013	-0.003
Si	2.692	10.885	6.8	-0.007	0.018	-0.003
Si	5.448	13.608	6.826	0.006	-0.004	0
Si	8.157	0.022	6.807	-0.005	0.005	0.005
Si	10.893	2.752	6.772	-0.006	0.012	0.003
Si	8.171	5.404	6.78	0.017	-0.011	-0.005
Si	10.851	8.126	6.822	0.004	-0.007	0.004
Si	8.15	10.877	6.795	0.001	-0.011	-0.009
Si	10.858	13.596	6.815	-0.005	0.002	-0.002
Si	13.605	0.022	6.775	0.007	-0.005	-0.008
Si	16.325	2.724	6.825	0.012	0.004	0.002
Si	13.582	5.441	6.783	0.008	0.003	-0.008
Si	16.312	8.147	6.793	-0.008	-0.006	0.004
Si	13.586	10.857	6.841	0.002	0.001	0
Si	16.359	13.614	6.819	-0.005	-0.014	0.007
Si	17.696	1.351	8.156	-0.012	-0.007	0.005
Si	4.084	4.073	8.147	-0.01	-0.014	-0.007
Si	17.683	6.793	8.148	0.005	0.005	-0.005
Si	4.072	9.527	8.154	0.003	-0.006	-0.002
Si	17.683	12.242	8.186	0	-0.003	0.006
Si	4.092	14.969	8.178	0.002	-0.003	-0.001
Si	6.8	1.374	8.166	0.006	0.004	0.001
Si	9.532	4.078	8.163	-0.003	0.009	0.005
Si	6.81	6.78	8.146	-0.008	-0.012	-0.012
Si	9.506	9.515	8.163	0.008	0.005	-0.011
Si	6.8	12.234	8.169	-0.002	0.003	-0.005
Si	9.507	14.967	8.164	-0.005	-0.006	-0.001
Si	12.246	1.379	8.138	0.005	0.017	-0.01
Si	14.952	4.091	8.155	0.004	0.002	-0.002
Si	12.232	6.784	8.17	-0.008	0.001	0.003
Si	14.96	9.5	8.174	-0.009	0.005	-0.002
Si	12.23	12.242	8.173	0.009	-0.008	-0.002
Si	14.967	14.978	8.145	0.005	-0.003	0.003
Si	16.33	0	9.521	0.014	0.001	0.001
Si	2.726	2.716	9.515	0.003	0.01	0.002
Si	16.322	5.438	9.514	-0.012	0.011	0.005
Si	2.715	8.158	9.509	-0.011	0.001	-0.003
Si	16.312	10.878	9.527	-0.006	-0.002	0
Si	2.726	13.607	9.535	0.002	-0.003	0.003
Si	5.444	0.012	9.531	-0.003	0.003	-0.005
Si	8.167	2.723	9.522	0.004	-0.003	0.001
Si	5.445	5.43	9.51	0.002	-0.002	-0.004
Si	8.151	8.152	9.523	0.004	0.009	-0.006
Si	5.43	10.884	9.523	0.008	0.015	-0.004
Si	8.154	13.604	9.525	-0.004	-0.006	-0.002
Si	10.886	0.011	9.502	-0.003	-0.008	-0.007
Si	13.604	2.721	9.517	0.001	-0.002	-0.002
Si	10.882	5.431	9.537	0.009	-0.003	0.002
Si	13.597	8.145	9.526	0.007	-0.004	-0.002
Si	10.87	10.875	9.523	-0.007	-0.007	0.002
Si	13.606	13.611	9.508	-0.009	-0.008	0.001
Si	17.681	14.962	10.895	-0.008	-0.017	0.006
Si	4.074	1.358	10.891	0	-0.004	-0.002
Si	17.679	4.069	10.872	-0.002	-0.01	-0.005
Si	4.077	6.792	10.863	0.006	0.005	-0.006
Si	17.675	9.515	10.875	0.006	0.005	0.002
Si	4.081	12.246	10.892	0.007	-0.004	0.004
Si	6.798	14.967	10.885	0.003	-0.003	0.003
Si	9.527	1.358	10.874	-0.015	0.009	-0.002
Si	6.797	4.073	10.881	0.006	0.005	-0.001
Si	9.519	6.798	10.885	0.009	0.004	-0.001
Si	6.792	9.524	10.879	-0.021	-0.009	0
Si	9.517	12.245	10.879	0.007	0.002	0
Si	12.245	14.97	10.866	0.002	0.009	-0.005
Si	14.968	1.36	10.878	-0.002	0.001	0.001
Si	12.249	4.068	10.89	-0.006	0.005	0.003
Si	14.963	6.79	10.88	-0.001	0.005	-0.003
Si	12.242	9.52	10.876	0.003	-0.002	-0.005
Si	14.959	12.252	10.879	0	-0.003	0.005
Si	2.716	0.003	12.264	0.003	0.008	-0.003
Si	5.439	2.708	12.248	-0.003	-0.001	-0.002
Si	2.724	5.425	12.225	-0.003	0.015	-0.005
Si	5.418	8.168	12.224	0.009	-0.002	0
Si	2.704	10.884	12.234	0.001	-0.005	0
Si	5.431	13.62	12.248	0.005	-0.001	0
Si	8.164	0.005	12.237	0.009	-0.005	-0.008
Si	10.89	2.703	12.242	0.001	-0.005	0.001
Si	8.156	5.432	12.238	-0.013	-0.002	0.002
Si	10.893	8.157	12.237	-0.006	0.012	-0.002
Si	8.151	10.896	12.239	0.008	0.001	0.003
Si	10.88	13.613	12.228	-0.002	-0.011	0
Si	13.611	-0.007	12.235	-0.003	-0.003	0.002
Si	16.329	2.709	12.247	0	0.01	0.005
Si	13.621	5.421	12.245	0.006	0.003	0.004
Si	16.318	8.153	12.235	-0.012	-0.007	-0.002
Si	13.594	10.894	12.233	-0.005	-0.004	0.004
Si	16.318	13.604	12.254	0.006	0.002	0.003
Si	17.665	1.345	13.634	-0.002	0.006	0.002
Si	4.061	4.053	13.599	0.008	0.005	0.001
Si	17.68	6.779	13.58	0.01	-0.003	0.004
Si	4.05	9.52	13.591	-0.002	0.006	-0.004
Si	17.68	12.244	13.611	-0.002	-0.015	-0.002
Si	4.077	14.97	13.631	0.008	-0.012	0.005
Si	6.798	1.345	13.609	0.013	-0.003	-0.001
Si	9.516	4.056	13.589	0	0.011	0.002
Si	6.78	6.806	13.568	-0.01	0.017	-0.005
Si	9.54	9.542	13.575	0.008	-0.026	0.003
Si	6.794	12.271	13.603	-0.014	0.001	0.008
Si	9.522	14.969	13.593	-0.007	0.014	-0.007
Si	12.256	1.342	13.601	-0.002	0.005	0.003
Si	14.984	4.067	13.618	-0.003	-0.013	0.005
Si	12.257	6.784	13.588	0.002	0	-0.003
Si	14.959	9.529	13.579	0.006	0.009	0.002
Si	12.249	12.272	13.594	-0.009	0.005	0.002
Si	14.962	14.965	13.621	-0.006	-0.008	0.007
Si	16.306	-0.011	15.016	0.004	0.002	-0.004
Si	19.028	2.698	14.992	0.007	-0.011	0.003
Si	16.366	5.415	14.976	0.006	0.007	0.001
Si	19.005	8.149	14.947	-0.004	0.001	-0.004
Si	16.306	10.884	14.954	-0.001	0.002	-0.001
Si	19.024	13.614	14.985	-0.008	-0.001	0.002
Si	5.445	0.002	15.003	-0.01	0.004	-0.005
Si	8.169	2.69	14.962	-0.003	0.002	-0.005
Si	5.42	5.437	14.919	0.009	0.02	0.004
Si	8.162	8.173	14.89	-0.004	0.01	-0.008
Si	5.393	10.918	14.923	0.008	-0.011	0
Si	8.144	13.651	14.969	0.015	-0.008	0.007
Si	10.901	-0.022	14.96	0.003	-0.003	0.002
Si	13.631	2.684	14.962	0.004	0.003	0.008
Si	10.9	5.402	14.927	-0.005	-0.015	0.003
Si	13.618	8.157	14.935	0.001	-0.014	0.001
Si	10.886	10.922	14.943	-0.007	0.003	-0.004
Si	13.603	13.613	14.989	0	0.01	-0.001
O	19.908	0.43	22.889	-0.098	0.066	0.046
O	16.774	6.597	24.436	-0.074	0.044	0.466
O	11.57	14.309	25.703	-0.308	0.332	0.358
O	15.645	1.218	28.995	-0.126	-0.17	0.546
O	7.124	9.959	22.771	-0.116	0.415	0.185
O	15.793	13.058	27.631	0.554	0.046	0.026
O	7.121	12.34	27.108	0.26	-0.201	0.375
O	19.911	5.792	30.19	0.126	-0.531	-0.013
O	8.103	0.096	22.198	0.135	-0.047	0.192
O	8.607	5.866	22	-0.04	0.185	0.473
O	13.515	5.576	22.282	-0.053	0.06	0.306
O	15.902	-0.717	27.175	-0.099	0.216	-0.607
O	14.122	11.807	23.224	-0.059	0.186	0.341
O	12.768	-1.539	23.412	0.471	0.159	0.171
O	10.739	2.18	27.797	-0.04	-0.322	-0.115
O	14.903	10.676	33.397	0.141	0.066	-0.315
O	7.149	8.519	30.821	0.221	-0.308	-0.337
O	9.263	0.147	33.515	-0.094	0.19	-0.339
O	15.096	7.717	22.9	-0.332	0.283	0.304
O	13.265	5.844	28.311	0.153	-0.614	-0.011
O	20.154	10.989	33.592	0.063	-0.023	-0.329
O	18.9	0.897	32.66	-0.534	-0.06	-0.319
O	6.402	13.69	33.504	-0.164	-0.138	-0.358
O	11.252	-0.876	32.276	-0.068	-0.261	-0.395
O	7.718	1.85	32.53	0.324	0.1	-0.623
O	5.463	8.126	22.101	0.135	-0.049	0.29
O	16.965	8.598	33.466	0.011	-0.085	-0.52
O	5.162	2.532	22.514	-0.011	0.187	-0.178
O	16.001	10.577	26.828	-0.375	-0.017	-0.189
O	7.409	9.476	28.46	-0.027	0.354	-0.426
O	15.706	6.751	27.708	0.131	-0.295	-0.052
O	13.711	7.165	32.475	0.284	-0.248	-0.131
O	21.992	10.514	30.142	-0.227	0.135	0.184
O	16.151	13.448	22.395	0.075	-0.079	0.432
O	5.681	-1.892	27.117	-0.024	-0.029	-0.294
O	10.975	6.933	28.126	-0.053	0.555	-0.149
O	19.554	2.432	26.473	-0.106	0.254	-0.349
O	16.955	-0.866	29.644	0.245	0.021	-0.043
O	12.952	11.867	32.116	0.075	-0.078	-0.266
O	13.378	-0.476	30.699	0.623	0.227	0.162
O	15.167	3.589	29.986	0.265	-0.101	-0.103
O	10.834	13.402	22.259	0.103	0.135	0.305
O	9.302	11.356	22.963	0.027	-0.191	0.105
O	21.405	12.657	28.892	-0.01	0.597	0.309
O	16.451	9.265	24.717	-0.566	0.189	-0.068
O	17.443	13.065	30.448	0.017	-0.079	-0.261
O	19.113	10.73	22.281	-0.085	-0.158	0.191
O	6.627	2.377	24.674	0.392	-0.426	-0.311
O	12.16	1.775	23.751	0.01	-0.475	-0.155
O	7.04	7.028	32.851	-0.242	-0.398	-0.46
O	17.328	2.837	33.442	-0.043	-0.115	-0.525
O	11.194	12.105	27.238	-0.116	0.232	0.424
O	18.094	-1.404	23.304	-0.05	-0.223	0.284
O	4.694	12.491	23.064	0.203	-0.128	0.319
O	12.186	9.637	27.468	-0.128	-0.414	0.43
O	9.12	8.844	24.059	0.028	-0.207	-0.358
O	20.433	2.294	28.895	-0.333	0.149	0.117
O	20.689	9.265	26.25	0.188	0.052	-0.499
O	13.709	11.687	27.749	-0.099	0.213	-0.102
O	6.938	4.378	23.113	0.284	-0.03	0.339
O	11.719	8.351	33.462	-0.1	-0.224	-0.521
O	15.736	4.572	32.39	0.267	0.341	-0.085
O	13.276	4.348	31.578	0.087	-0.186	0.323
O	13.264	0.143	25.366	-0.113	0.115	0.702
O	6.126	-1.583	22.778	-0.287	0.331	-0.03
O	6.104	2.213	30.518	0.369	0.301	-0.341
O	14.962	6.196	30.528	0.522	-0.047	-0.273
O	16.525	-1.435	32.252	0.115	-0.094	-0.17
O	12.629	1.392	32.388	-0.186	0.489	-0.124
O	8.408	6.9	28.044	-0.382	-0.365	0.367
O	10.526	3.179	25.341	0.011	0.097	0.043
O	7.811	10.902	25.055	-0.038	-0.164	0.286
O	18.513	10.681	26.038	-0.038	0.33	-0.136
O	9.683	2.023	23.123	-0.391	0.148	0.256
O	9.066	5.61	33.589	-0.03	-0.123	-0.271
O	19.687	11.69	30.708	0.367	-0.117	0.469
O	5.805	2.975	27.071	0.324	0.214	0.281
O	20.719	7.215	27.983	0.03	0.214	0.55
O	14.975	13.825	30.44	-0.084	-0.503	0.338
O	21.023	6.787	25.378	0.262	0.171	-0.095
O	18.878	5.367	25.223	0.168	0.175	0.591
O	6.644	13.248	24.755	0.177	0.068	-0.028
O	4.757	4.268	24.492	-0.268	-0.302	0.292
O	18.194	12.408	32.756	-0.167	0.19	-0.157
O	8.134	11.94	32.713	-0.192	0.028	-0.254
O	8.392	10.797	30.456	0.239	0.106	-0.369
O	13.743	-1.647	28.285	-0.51	0.19	-0.266
O	13.217	2.166	28.768	-0.062	-0.385	-0.145
O	10.42	12.232	31.423	-0.235	0.382	-0.126
O	14.575	0.956	23.193	0.236	-0.543	0.128
O	20.13	6.259	22.989	-0.455	-0.238	0.167
O	16.506	4.081	25.275	0.275	-0.217	0.159
O	8.365	2.463	26.688	0.124	-0.071	-0.034
O	9.86	9.958	32.558	-0.198	-0.385	-0.186
O	17.376	10.452	31.117	0.283	-0.236	0.46
O	20.331	5.341	32.862	-0.194	-0.132	-0.057
O	13.655	7.723	26.425	0.242	0.103	-0.261
O	22.23	9.435	32.939	0.429	0.363	-0.341
O	19.907	10.553	28.383	-0.255	-0.247	0.105
O	18.601	7.067	32.204	-0.213	0.033	-0.56
O	12.994	7.856	29.915	-0.099	0.448	-0.193
O	13.51	10.059	25.17	0.699	0.01	0.045
O	9.721	6.662	25.761	0.105	-0.449	-0.551
O	11.284	0.852	30.112	-0.679	-0.281	-0.047
O	15.602	10.863	29.336	-0.089	0.095	0.342
O	21.115	7.54	31.592	0.033	0.21	-0.576
O	11.284	3.411	30.011	-0.32	0.107	-0.091
O	15.267	3.242	27.431	0.155	0.254	0.011
O	6.578	0.488	26.371	0.277	-0.355	-0.295
O	14.192	14.113	25.722	0.162	-0.505	-0.122
O	18.215	6.367	28.34	-0.218	-0.499	0.102
O	10.686	7.96	21.996	0.009	-0.102	0.435
O	9.316	12.943	25.584	-0.03	0.159	-0.216
O	20.52	-1.657	24.455	0.107	-0.1	0.476
O	11.763	11.934	24.655	-0.224	0.05	-0.241
O	17.642	8.445	22.683	0.423	-0.108	0.04
O	20.198	4.673	27.813	-0.116	0.051	-0.068
O	20.351	0.026	27.139	-0.099	-0.17	0.242
O	17.918	0.766	27.713	0.122	0.34	0.105
O	6.59	7.965	26.562	0.056	0.035	-0.295
O	5.951	0.23	28.825	0.481	-0.138	0.287
O	9.753	4.616	27.422	-0.194	0.046	0.284
O	11.492	5.875	30.458	-0.401	0.274	0.271
O	22.375	3.828	32.691	0.281	0.176	-0.372
O	11.408	4.096	22.987	-0.139	0.44	0.323
O	20.722	-1.077	32.771	-0.275	-0.21	-0.459
O	14.294	5.218	26.012	-0.325	0.275	-0.564
O	14.665	0.105	33.369	0.055	-0.088	-0.536
O	16.286	2.682	22.18	0.04	-0.074	0.236
O	10.83	4.13	32.451	0.032	-0.169	-0.32
O	20.433	0.389	30.617	-0.23	-0.488	-0.136
O	21.45	1.419	32.797	-0.001	-0.081	0.612
O	17.603	8.398	26.837	0.309	-0.087	-0.327
O	9.115	8.979	26.634	0.158	0.648	0.25
O	14.206	2.693	25.131	0.076	-0.053	0.081
O	15.139	8.88	31.046	0.023	0.136	0.4
O	12.244	9.996	22.891	0.107	-0.111	0.091
O	11.412	8.551	25.245	0.207	-0.235	-0.613
O	11.961	11.073	29.651	-0.175	-0.449	0.024
O	17.831	4.552	23.06	0.262	-0.044	0.092
O	18.711	0.229	25.198	-0.336	-0.028	0.034
O	20.867	11.976	26.435	-0.141	0.199	-0.483
O	16.968	8.518	29.313	0.227	-0.061	0.045
O	12.34	13.548	30.192	-0.336	0.236	-0.1

Results
total energy: -101652.635 eV
total energy less fixed offsets of O -438.35, Si -107.03 eV per atom: 0.565 eV
